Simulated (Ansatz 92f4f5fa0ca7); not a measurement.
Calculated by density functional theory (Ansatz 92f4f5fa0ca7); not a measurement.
Periodic cell of 186 atoms, Si104O82, from a study of silicon, its oxide and their interface. The atomic structure is a simulated model.

Settings: functional r2SCAN; potential files Ansatz norm-conserving; basis plane waves; wave-function cutoff 1300 eV; density cutoff ratio 4; exchange-correlation grid ratio 1; k mesh 2 x 2 x 1, shifted by 0.5 0.5 0.5 of a step; self-consistency stop 5e-08 eV per atom in the density residual; occupations Fermi-Dirac, 0.05 eV; spin none; net charge 0.

Cell vectors (angstrom)
a  11.5403  0  0
b  0  11.5403  0
c  -4.716  -0.603  25.0284

Atoms: element, x, y, z (angstrom)
Si  6.1266  1.5101  -0.3624
Si  5.9986  6.8083  -0.175
Si  6.0425  9.9451  0.0173
Si  -1.4063  1.7823  -0.2984
Si  -1.9691  6.264  -0.3095
Si  -1.7157  9.4498  -0.3613
Si  2.2885  2.1361  -0.0489
Si  2.1653  5.225  -0.673
Si  2.2818  10.5381  -0.2171
Si  8.0565  1.969  0.9595
Si  7.8222  6.1113  1.2071
Si  8.0293  9.8751  1.1819
Si  0.3249  2.2396  1.1743
Si  0.2245  5.8643  0.7208
Si  0.256  9.9124  0.9301
Si  4.2988  2.1487  1.0921
Si  3.9844  6.0562  0.815
Si  4.0706  9.965  1.2213
Si  7.9294  4.0329  2.3205
Si  7.9539  7.9699  2.5557
Si  8.0473  11.7724  2.4937
Si  0.2376  4.1898  2.387
Si  0.3113  7.8581  2.2241
Si  0.244  11.7759  2.4044
Si  4.2262  4.1868  2.3072
Si  3.9705  7.901  2.3637
Si  4.1721  11.8489  2.5194
Si  6.0777  4.116  3.7661
Si  5.9426  7.9248  3.7972
Si  6.1024  11.729  3.8329
Si  -1.6888  4.1459  3.7281
Si  -1.5725  7.9126  3.7763
Si  -1.601  11.7919  3.852
Si  2.2385  4.1407  3.6677
Si  2.1039  7.9014  3.7636
Si  2.1793  11.8013  3.7346
Si  6.1062  2.153  5.0757
Si  6.0689  6.0119  5.2117
Si  5.9383  9.8153  5.1949
Si  9.9632  2.2398  5.111
Si  9.8892  6.0081  5.2057
Si  9.905  9.8481  5.1462
Si  2.2465  2.1991  5.0171
Si  2.1508  5.9856  5.1586
Si  2.1824  9.883  5.059
Si  8.0266  2.2205  6.4492
Si  8.0049  6.0256  6.6485
Si  7.9246  9.7875  6.4614
Si  0.3807  2.2854  6.4352
Si  0.2526  6.0771  6.6096
Si  0.3221  10.004  6.446
Si  4.165  2.0334  6.381
Si  4.0859  5.9715  6.5155
Si  3.9723  9.8091  6.5545
Si  8.0943  4.0183  7.9841
Si  7.8557  8.0018  8.0014
Si  8.0506  11.7752  7.6591
Si  0.4521  4.1008  7.9495
Si  0.1527  8.197  7.8443
Si  0.3643  11.9351  7.7976
Si  4.2819  3.9157  7.6892
Si  3.7978  7.8562  7.9331
Si  4.1099  11.7235  7.9136
Si  6.1035  3.4844  9.2176
Si  5.7678  7.7117  9.1594
Si  6.1988  11.897  9.0746
Si  10.0755  3.5562  9.2306
Si  9.8209  8.6691  9.2418
Si  9.9358  11.8764  9.0326
Si  2.5205  3.791  9.1983
Si  1.7365  7.701  9.5081
Si  2.2021  12.2561  9.2921
Si  4.1672  13.1673  16.5311
Si  9.7847  5.6889  19.2088
Si  4.9217  4.0673  17.988
Si  4.6702  5.2521  10.7698
Si  5.7367  8.7799  13.9623
Si  11.3077  5.432  13.7988
Si  2.5521  10.1275  11.4585
Si  1.0748  1.1053  16.7938
Si  9.1239  2.7787  19.1547
Si  6.0667  10.5653  22.6467
Si  5.7202  -1.6317  11.3229
Si  2.7687  6.2182  17.8882
Si  -0.6033  2.9401  15.2105
Si  9.9156  5.3057  16.2809
Si  2.8241  9.2932  14.2401
Si  1.9401  2.2978  21.8664
Si  -0.5201  8.2692  20.1427
Si  8.5593  -2.7391  22.0945
Si  7.9981  5.8587  21.6816
Si  0.659  -1.2746  18.357
Si  2.2742  6.4859  15.0062
Si  0.134  12.8896  19.5361
Si  5.0988  6.0159  13.7029
Si  10.8593  6.2226  10.8228
Si  5.6369  3.6071  15.2609
Si  6.5313  3.6969  20.4951
Si  2.2858  7.4994  20.4931
Si  3.5394  8.8891  18.4399
Si  4.7721  1.5109  21.8338
Si  8.3224  2.9706  16.1077
Si  4.7845  -1.202  16.2717
Si  2.7708  5.1636  22.5357
O  6.1176  2.524  -1.6757
O  5.4047  2.6268  20.874
O  3.5097  8.5153  20.0381
O  5.4692  0.0697  21.5624
O  -0.6976  6.6712  19.9162
O  4.5988  2.4709  17.8654
O  5.0479  9.3746  23.0809
O  0.812  6.4468  10.1496
O  4.1751  4.983  23.3534
O  1.9127  6.014  16.5263
O  -2.053  2.1957  15.2745
O  3.8311  6.1662  14.7135
O  0.9355  8.3447  20.9147
O  5.5323  4.5783  16.5724
O  2.2046  5.9108  -2.2009
O  7.6995  7.4163  22.0316
O  2.3181  12.1472  -0.7849
O  11.065  3.8028  13.8247
O  4.158  8.6621  13.5666
O  5.4053  6.1634  9.6239
O  6.2025  7.2126  13.97
O  6.4836  -0.4944  10.4699
O  2.6775  1.0569  16.6926
O  10.9783  4.0544  16.4301
O  -0.42  -2.4431  18.7269
O  6.2358  13.4388  9.5948
O  9.8925  10.3023  9.7706
O  10.1946  4.7979  10.3358
O  9.9735  7.5576  10.4648
O  1.3646  5.6321  13.9947
O  3.1368  4.7959  10.3876
O  2.103  9.5826  18.1598
O  9.9574  13.4665  9.7824
O  1.9065  11.3885  10.6722
O  3.3391  10.1794  15.5018
O  2.3583  2.2716  9.8613
O  0.5787  11.3202  19.6085
O  0.5411  1.8276  15.4412
O  5.1666  0.3624  16.3296
O  5.8951  8.4768  10.6027
O  6.0401  -0.1218  -0.8625
O  7.9389  2.9159  20.2517
O  4.1567  -1.2127  11.3467
O  4.3155  2.6351  15.2448
O  8.4487  5.8699  20.1073
O  5.7762  4.5602  13.9681
O  4.6951  -1.6887  17.8368
O  1.9238  8.0682  14.804
O  3.7496  7.4969  17.6084
O  6.3914  9.7292  12.8115
O  -0.6819  0.4167  -0.9287
O  5.7087  3.9961  10.7509
O  4.6011  6.0343  12.1708
O  -1.813  8.8499  20.9484
O  -1.491  13.0431  19.5425
O  9.716  6.1594  17.6446
O  1.8629  6.6228  19.1657
O  6.0178  8.4188  -0.7269
O  10.455  6.1674  15.0084
O  5.8941  9.4812  15.4267
O  -1.8458  7.8508  -0.67
O  3.5576  4.875  18.2915
O  3.1943  1.3195  21.5003
O  2.0577  8.7524  10.7342
O  6.7182  4.8412  21.6515
O  9.3335  -2.5988  23.5069
O  2.4956  3.8107  21.6979
O  7.4622  -1.5326  22.0119
O  8.489  4.5939  15.9346
O  10.8783  6.1319  12.4293
O  0.7349  13.65  20.8143
O  0.4136  -0.3912  16.9938
O  6.9018  2.6012  15.4448
O  6.0141  4.3913  19.1256
O  1.4687  5.2996  23.4974
O  2.0953  10.1175  13.0409
O  10.1046  4.0947  19.2281
O  2.8513  6.5031  21.6178
O  8.4344  2.5932  17.6907
O  2.2607  3.5659  -0.9759
O  -1.8094  2.6367  -1.667
O  0.6909  1.9618  18.1295

Results
free energy: -50299.886 eV
free energy less fixed offsets of O -463.61, Si -117.95 eV per atom: -17.066 eV
pressure: -1.83 GPa
stress xx, yy, zz, yz, xz, xy (GPa, positive in tension): 0.91, 2.84, 1.72, -0.21, -0.01, 0.37

Forces (eV/angstrom), in the order of the atoms: element, x, y, z
Si  -0.1605  -0.1838  -0.5968
Si  -0.1817  0.2121  -0.66
Si  -0.2293  0.0168  -0.6325
Si  -0.0597  0.4187  -0.3986
Si  -0.3304  0.1685  -0.3856
Si  -0.2514  -0.4863  -0.2648
Si  0.2264  -0.093  -0.5595
Si  0.0455  -0.0218  -0.5012
Si  0.1731  0.1481  -0.5186
Si  0.0889  0.0407  -0.1433
Si  -0.0024  0.0929  -0.142
Si  0.3426  -0.1579  -0.3867
Si  -0.1504  -0.1387  -0.0034
Si  -0.1249  0.0055  -0.2162
Si  0.1015  -0.1356  -0.1122
Si  0.1633  -0.0723  -0.1815
Si  0.1173  -0.0533  -0.0599
Si  -0.1499  0.0501  -0.2979
Si  0.058  -0.0529  -0.1648
Si  0.131  0.1054  0.413
Si  -0.0563  -0.0952  0.3202
Si  0.0936  0.0442  0.0629
Si  -0.1415  0.1271  -0.2207
Si  -0.1725  -0.1627  0.0228
Si  0.0068  0.0608  0.0006
Si  -0.0349  -0.0381  0.1638
Si  0.0388  0.0796  0.3687
Si  -0.1502  -0.1145  0.1006
Si  0.0957  -0.1576  -0.1085
Si  -0.114  0.1451  -0.0825
Si  0.0578  -0.0541  0.0844
Si  -0.0372  0.0205  -0.1018
Si  -0.0237  0.1634  -0.0743
Si  -0.0292  0.0738  -0.0059
Si  0.1557  -0.0686  0.0403
Si  0.1208  0.0125  -0.0866
Si  0.0242  -0.0201  0.1669
Si  -0.001  0.1727  -0.0287
Si  0.0835  -0.0122  0.0646
Si  -0.0691  0.024  0.0243
Si  -0.0128  0.109  -0.1166
Si  0.0738  -0.156  0.0071
Si  -0.1439  -0.0899  0.1541
Si  0.1229  0.1042  -0.0069
Si  -0.1811  -0.0403  -0.0768
Si  -0.113  0.1374  -0.2085
Si  0.0121  -0.0274  0.1066
Si  -0.0438  -0.1376  -0.1899
Si  0.076  0.2694  -0.1126
Si  -0.0515  -0.0218  0.1695
Si  0.0226  0.1241  -0.0176
Si  0.0516  -0.0938  -0.0967
Si  0.095  -0.1637  0.0011
Si  -0.0863  -0.1535  0.1546
Si  -0.2365  -0.1005  0.265
Si  0.1373  0.0932  0.1412
Si  -0.2173  -0.0238  0.3005
Si  0.1238  -0.2412  0.1788
Si  -0.0009  -0.2747  0.1951
Si  0.2214  -0.0368  0.2103
Si  0.0077  0.0504  0.359
Si  -0.0901  -0.0495  0.3077
Si  -0.0412  0.1242  0.3319
Si  0.1471  -0.3272  0.12
Si  -0.2  -0.3197  0.4413
Si  0.2991  0.249  0.4447
Si  -0.0575  -0.2788  0.1102
Si  -0.0888  0.2811  0.2115
Si  -0.0152  0.1743  0.2512
Si  0.2294  -0.1732  0.0057
Si  -0.3899  0.4578  -0.344
Si  -0.0892  0.0841  0.3794
Si  0.1036  -0.0502  0.0671
Si  0.1098  0.1024  -0.0428
Si  0.0396  0.1951  0.0998
Si  0.2298  -0.0618  -0.1072
Si  0.1051  -0.1283  0.1696
Si  0.1168  0.0016  0.1607
Si  -0.0208  0.1582  0.0883
Si  -0.0974  0.0075  0.0065
Si  0.0498  -0.1327  0.1537
Si  -0.0976  -0.0016  -0.3868
Si  0.2601  0.0211  0.1624
Si  -0.0417  -0.1015  -0.1119
Si  0.1304  -0.0955  -0.1239
Si  -0.0862  0.3535  0.1399
Si  -0.0079  -0.1589  0.215
Si  0.1051  -0.2299  -0.3072
Si  0.1626  -0.0299  -0.0611
Si  0.1046  -0.0168  -0.2957
Si  -0.2116  0.0099  -0.2451
Si  -0.0917  -0.2121  0.1031
Si  -0.0438  -0.0158  0.179
Si  -0.1483  -0.0462  0.136
Si  0.2064  0.0765  0.3848
Si  -0.1387  -0.0535  -0.1344
Si  -0.0291  0.1664  -0.0839
Si  0.0778  0.0731  -0.1553
Si  -0.1917  0.1399  -0.0185
Si  0.0487  0.1733  0.0213
Si  -0.2171  0.1518  -0.4468
Si  -0.1358  -0.0807  0.1045
Si  0.1261  -0.0979  0.2263
Si  0.1651  0.0264  -0.1036
O  0.0626  -0.3858  0.2384
O  -0.0264  -0.0609  0.2375
O  -0.27  -0.1855  -0.3013
O  0.0715  -0.0614  0.4596
O  -0.1765  0.0613  -0.0566
O  -0.0355  0.1157  -0.2971
O  0.3005  0.189  0.3965
O  0.3162  0.2238  0.2896
O  0.0767  0.2328  0.2842
O  0.1816  0.1423  -0.0447
O  0.1127  0.3774  0.205
O  0.0735  -0.0147  -0.2285
O  0.0765  -0.1878  -0.2265
O  -0.0544  -0.3828  -0.1059
O  -0.1385  -0.1902  0.4697
O  0.1925  -0.0635  0.058
O  -0.1821  -0.2294  0.6006
O  -0.0183  0.207  0.3497
O  0.0704  0.1165  0.0922
O  -0.0024  0.3046  0.1675
O  -0.4559  0.0645  -0.1505
O  -0.2391  -0.0498  -0.4534
O  -0.0079  0.0583  -0.0205
O  -0.2338  -0.0696  -0.3162
O  0.2361  0.0459  0.1581
O  -0.1341  0.0811  -0.4406
O  -0.0062  -0.1427  -0.5048
O  0.1347  0.1984  0.1919
O  0.1778  -0.0805  -0.0546
O  -0.2855  0.0661  0.0675
O  0.0293  0.0098  -0.1341
O  0.0228  -0.0175  0.0781
O  0.054  -0.0639  -0.5601
O  0.1701  -0.0971  -0.3099
O  0.1768  -0.108  -0.1755
O  -0.0805  -0.0468  -0.5954
O  -0.0277  0.1931  -0.3466
O  -0.1119  0.0815  0.236
O  -0.3014  0.058  -0.0343
O  -0.1163  0.0875  -0.339
O  0.11  0.2883  0.743
O  -0.0973  0.1997  -0.0989
O  -0.0706  -0.1679  0.0661
O  0.2688  0.0322  0.29
O  0.117  -0.0829  0.2567
O  -0.1862  0.0453  0.216
O  -0.239  -0.052  -0.252
O  0.2584  -0.0071  -0.1314
O  -0.2558  -0.0409  0.1736
O  -0.408  -0.1421  -0.2601
O  -0.091  0.4068  -0.2701
O  -0.3277  0.3227  -0.2767
O  -0.0249  -0.1197  -0.173
O  -0.1614  -0.1373  0.23
O  0.1863  0.2221  -0.1566
O  0.0692  -0.3603  -0.0015
O  0.2729  0.1763  0.0995
O  0.0534  -0.2097  0.6334
O  0.1503  -0.4277  -0.0784
O  -0.3648  0.067  -0.1374
O  0.2619  -0.0693  0.2638
O  0.1184  0.0071  -0.1425
O  0.0711  0.2669  0.2869
O  0.0549  -0.226  -0.0897
O  0.1836  0.0281  -0.08
O  -0.1824  0.3404  0.2794
O  -0.0166  0.0819  0.1941
O  -0.22  0.0154  0.3618
O  0.2907  -0.2537  0.0375
O  0.1155  -0.0998  -0.227
O  0.1448  -0.0575  0.0334
O  0.2384  0.2218  0.1653
O  -0.0366  0.2592  0.113
O  -0.0452  -0.1996  0.0671
O  0.2925  0.2446  0.0769
O  0.2171  -0.1442  -0.3426
O  -0.2898  0.0533  -0.0583
O  -0.0612  -0.2698  0.116
O  0.0863  0.1238  -0.1034
O  -0.0483  0.1682  0.6265
O  0.1571  -0.4875  0.3623
O  -0.0167  -0.2615  -0.0585

The program warned: the forces do not sum to zero within the program's tolerance.
